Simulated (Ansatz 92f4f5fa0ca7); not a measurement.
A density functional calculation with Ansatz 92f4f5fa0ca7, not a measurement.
Periodic cell of 153 atoms, Si99O54, from a study of silicon, its oxide and their interface. The atomic structure is a simulated model.

Settings
functional: r2SCAN
potential files: Ansatz norm-conserving
basis: plane waves
wave-function cutoff: 1300 eV
density cutoff ratio: 4
exchange-correlation grid ratio: 1
k mesh: 2 x 2 x 1, shifted by 0.5 0.5 0.5 of a step
self-consistency stop: 5e-08 eV per atom in the density residual
occupations: Fermi-Dirac, 0.05 eV
spin: none
net charge: 0

Cell vectors (angstrom)
a 11.5998 -0.1128 0.0784
b -0.1128 11.6822 0.0386
c 0.1322 0.0652 19.5688

Atoms: element, x, y, z (angstrom)
Si 0.0133 -0.2409 -0.1924
Si -0.1942 4.5401 -0.1245
Si 0.1864 7.0567 -0.1018
Si 4.1983 -0.1606 -0.2283
Si 3.2121 4.2608 -0.9133
Si 3.8095 9.2912 -0.5962
Si 8.3112 -1.5812 0.0311
Si 7.5833 3.9172 -0.3792
Si 6.9138 8.1164 -0.952
Si 2.0684 -0.207 1.1399
Si 1.7731 3.928 0.9549
Si 2.0848 7.4753 1.2952
Si 6.0815 -0.4814 0.7481
Si 5.5729 4.1751 1.0335
Si 6.4126 7.606 1.9785
Si 9.8352 -0.228 1.3936
Si 9.294 4.1142 1.3447
Si 9.4256 8.0519 1.6435
Si 1.7874 1.6664 2.2899
Si 1.7685 5.6207 2.7869
Si 1.7591 9.5017 2.5002
Si 5.5827 1.8546 2.3722
Si 5.7252 5.7264 2.8796
Si 5.7955 9.8298 2.6745
Si 9.6298 1.9087 2.4998
Si 9.4841 6.0348 2.8108
Si 10.0721 9.9945 3.0877
Si -0.2694 2.0021 3.8916
Si -0.2511 5.8891 4.0098
Si 0.2998 9.7631 4.3131
Si 3.8348 1.8389 3.9188
Si 3.6083 6.1262 4.2165
Si 3.7464 9.8893 3.8443
Si 7.453 1.9241 3.943
Si 7.583 5.9497 4.2383
Si 7.872 9.9252 4.0584
Si 0.1314 0.2248 5.3336
Si -0.0898 3.8693 5.2575
Si 0.1418 7.6804 5.5948
Si 3.7264 0.0461 5.3877
Si 3.9534 3.8798 5.3842
Si 3.6808 8.0093 5.3665
Si 7.5417 0.1332 5.635
Si 7.6289 3.8306 5.348
Si 7.9504 8.0484 5.3538
Si 2.08 -0.2005 6.7272
Si 2.1255 3.5369 6.6214
Si 2.0605 7.6219 6.9729
Si 5.675 -0.225 6.6706
Si 5.7372 3.6981 6.7568
Si 5.8809 8.0412 6.4944
Si 9.6179 -0.0721 6.7526
Si 9.5008 3.8034 6.642
Si 9.68 7.8979 6.8292
Si 1.846 1.814 8.1596
Si 1.745 5.3541 8.163
Si 1.8433 9.449 8.3933
Si 5.4342 1.7887 7.9397
Si 5.6769 5.8021 7.8381
Si 5.5958 9.4865 8.36
Si 9.4879 1.79 8.3227
Si 9.3018 5.693 7.9037
Si 9.5638 9.8206 8.1739
Si -0.4625 1.9322 9.9095
Si -0.3244 5.6346 9.4747
Si -0.1253 9.8115 9.6925
Si 3.8193 1.9929 9.6204
Si 3.7312 6.0036 9.5543
Si 3.6902 9.7019 9.7235
Si 7.4479 2.0505 8.9853
Si 7.3167 5.8126 9.3834
Si 7.7065 9.6278 9.7801
Si 0.3223 0.0449 10.8765
Si -1.1854 4.2564 11.3421
Si 0.8328 7.3346 10.8765
Si 4.1455 0.2858 11.3218
Si 4.3021 4.0461 10.7572
Si 3.2418 7.8308 10.9127
Si 7.2471 0.2458 10.84
Si 7.3202 3.9304 10.6802
Si 7.8391 7.5777 11.1445
Si 2.5927 0.499 13.1414
Si -0.0369 5.4557 13.1081
Si 8.2321 3.9879 15.1237
Si 9.0596 -5.2779 13.6069
Si 7.6271 -0.4221 13.5669
Si 10.7127 -0.4375 13.6215
Si 6.6573 8.3391 13.4734
Si 3.8325 5.3601 15.8763
Si 6.8016 5.3747 17.3865
Si 2.5857 3.6845 13.5393
Si 10.3859 1.9645 15.6496
Si 11.8787 13.7915 17.3051
Si 3.5461 1.3536 17.3677
Si 1.2436 9.1324 17.6928
Si 3.793 -4.0506 13.9053
Si 6.311 1.3626 15.8433
Si 1.4081 9.8197 14.6148
Si 8.167 12.8738 17.8988
O -0.195 1.1414 -1.0764
O 0.6623 7.5781 -1.6937
O 1.7972 1.446 -2.6283
O -1.1215 7.7119 0.3009
O 3.3306 8.1473 0.4205
O 3.5657 2.6525 -1.1384
O 5.4859 -2.5122 -1.1387
O 2.9689 5.162 -2.2261
O 4.7816 4.9841 -0.2428
O 5.0971 -3.4299 -5.7671
O 2.8116 9.1784 -1.7082
O 0.1153 3.7132 -1.6326
O 8.3582 -0.3933 -1.1814
O 2.0799 11.1974 -5.0836
O 8.5028 2.5161 -0.9853
O 6.5073 7.119 0.3646
O 6.4597 12.7747 -2.0729
O 5.693 0.0479 11.3941
O -1.0949 0.1123 12.046
O 0.579 6.7684 12.5261
O -0.256 2.9844 11.2244
O -0.0746 8.5974 10.8121
O 1.4722 11.6489 11.9137
O 0.8608 2.5224 9.1095
O 6.924 -1.6767 13.223
O 5.8721 3.7337 11.237
O 3.5578 4.0902 12.2142
O 6.5045 7.3579 12.0792
O 3.2429 4.221 14.9677
O 9.1169 -0.5561 14.0781
O 7.7465 0.756 12.325
O 8.7801 3.5954 11.318
O 8.0624 7.8001 14.0729
O 8.9574 6.7144 11.9276
O 3.6625 7.0096 12.4514
O 7.3237 -4.7582 17.473
O 2.5184 2.1114 13.5878
O 4.4869 1.4364 15.9321
O 1.1169 4.4579 13.7405
O 8.3231 4.9795 16.4561
O 6.8637 -11.4499 14.6885
O 7.0119 2.8637 15.2564
O 3.4217 6.8689 15.381
O 12.9235 -2.3085 16.1876
O 9.6848 3.2206 14.917
O -0.0362 -1.679 13.8899
O 10.4962 6.0754 14.3257
O 2.5937 8.8639 13.9349
O 6.7427 0.9882 20.9496
O 5.5316 5.0404 16.2099
O 8.2293 4.8897 13.7521
O 11.1573 0.8186 14.5807
O 11.7364 10.008 18.4606
O 9.044 12.8909 16.4337

Results
free energy: -36700.194 eV
free energy less fixed offsets of O -463.61, Si -117.95 eV per atom: 11.796 eV
pressure: -3.24 GPa
stress xx, yy, zz, yz, xz, xy (GPa, positive in tension): 2.84, 3.43, 3.45, 0.21, -0.79, -1.27

Forces (eV/angstrom), in the order of the atoms: element, x, y, z
Si 1.2374 -0.0427 -1.269
Si -0.0206 -0.2363 -0.7158
Si 4.118 -2.8551 -3.1515
Si -4.1873 0.6532 -1.1562
Si 2.6425 -0.3255 1.6184
Si 4.2141 0.544 2.3094
Si -2.0289 1.0799 -0.1992
Si 0.4303 -1.017 0.9853
Si -2.7303 0.4034 0.7266
Si 0.0197 -0.8787 -1.4188
Si -0.1496 -0.3411 1.6534
Si -1.0398 1.0983 0.2336
Si 2.7834 -1.9613 1.0497
Si 0.8831 -0.838 -0.3506
Si 0.5718 1.5269 -2.0406
Si 0.2122 0.1081 -0.4395
Si 1.5167 0.1011 -0.9118
Si 0.0419 0.7785 0.2496
Si 0.0499 2.7187 1.9844
Si 1.114 0.3274 -1.0471
Si 0.8146 0.7047 0.6281
Si 1.6844 1.5826 -0.2414
Si -1.464 -0.5983 0.7828
Si 0.4475 -0.9412 0.2892
Si -2.5662 0.2409 -0.3499
Si -1.1557 -0.8941 -0.1586
Si -1.3123 -1.8261 -0.3113
Si 2.2809 -0.055 -0.8055
Si 1.3086 0.0264 0.6458
Si -0.3422 -0.1456 0.0963
Si -1.5451 0.6321 -0.8019
Si 1.0028 -3.426 -1.221
Si -0.7684 -0.6253 0.6257
Si 1.0168 0.3475 -0.2326
Si 0.8659 -0.55 0.2685
Si -0.5749 1.1032 -0.1433
Si -0.463 -1.4716 0.8114
Si 0.5613 0.1572 0.746
Si -0.4903 0.8573 -0.5563
Si 2.4733 -0.7094 -2.1817
Si -0.0716 0.6791 -2.1454
Si 1.4994 1.388 0.6339
Si 2.2761 -0.2934 -2.655
Si -0.4002 -0.1067 -0.1676
Si -1.431 -0.684 -0.0846
Si -3.3914 0.2495 3.074
Si -2.1035 0.8718 0.1064
Si -1.1371 -1.287 0.4142
Si -1.9179 -0.2669 2.3692
Si 0.2566 0.9892 -0.288
Si -1.0851 -1.6551 1.1936
Si 0.8759 1.478 0.1019
Si 1.2762 -1.3004 0.9224
Si 0.4774 -1.4345 0.5986
Si 4.7461 -1.3612 -2.1648
Si 0.7049 1.0166 0.3191
Si -0.465 1.1851 -1.2202
Si 0.5327 -0.9185 0.2456
Si -1.4373 1.2592 0.2181
Si 1.0996 0.7496 -0.3701
Si 1.2475 0.4791 -2.0766
Si 0.6606 1.6908 1.9041
Si -0.0129 -1.2592 1.9122
Si 1.3179 1.3955 0.6402
Si -0.0397 0.2871 -0.7685
Si 0.2282 -0.2342 -1.167
Si -0.6091 -0.1489 -0.1565
Si 0.5842 -1.4212 -1.7881
Si 0.6414 1.8512 1.1041
Si -1.6888 -0.3416 3.3583
Si 2.0739 1.2905 0.2193
Si -0.2443 1.0356 0.217
Si -3.24 -0.5223 1.878
Si -1.5423 1.9237 0.0604
Si 0.9037 -3.2446 1.9474
Si -1.4774 -0.7676 -1.64
Si -0.2597 -0.2553 0.5125
Si -0.6526 -2.891 1.6598
Si -0.032 0.5831 -0.7352
Si 2.2013 -1.0742 -3.3075
Si -1.3726 -1.5575 -3.4611
Si 0.4576 0.9421 -0.7573
Si -1.8827 -1.2157 1.5174
Si 0.1548 -0.6599 0.9124
Si 0.8492 -0.6896 -1.0472
Si 3.4516 6.9686 0.1893
Si -2.5965 0.5348 2.7515
Si -0.9549 0.914 -2.4717
Si 1.8717 -0.0028 2.3659
Si 1.6627 -1.6139 -3.0028
Si 0.7614 2.3563 -0.2652
Si 0.3742 -2.5254 -1.8682
Si 1.4261 0.1006 3.7235
Si 0.1525 1.7162 0.243
Si 1.6434 1.4144 -1.2607
Si -1.4331 1.7412 -0.4292
Si -1.3879 1.7096 -1.2233
Si 0.3929 0.1237 -0.6774
Si 1.6614 -1.4581 -2.296
O -0.1477 0.1137 -1.0186
O -1.0389 -1.9055 2.3408
O 0.1479 0.7287 -0.1253
O -4.2522 2.3943 1.6316
O 0.4688 -1.6053 1.5244
O 0.1535 0.1624 -1.633
O 2.2211 -2.8045 -0.2824
O 0.0692 -0.1885 0.0289
O -2.4136 -1.7902 -0.0603
O 1.087 0.1996 2.8059
O -5.8459 -0.0928 -3.8193
O 0.0178 -1.1109 -0.145
O 0.9144 0.5247 0.0065
O -0.5135 0.4542 -0.7952
O -1.5419 0.9462 0.9499
O 0.4085 1.7141 -0.155
O -0.6962 0.544 -2.2062
O 1.153 -0.3755 -0.3821
O 2.8799 -0.5312 -3.2733
O 1.714 1.9052 -3.1073
O -0.2089 -2.6864 -0.5437
O -2.1731 2.8732 -0.1773
O 0.364 0.8685 1.2748
O -3.1301 0.844 1.205
O -2.1454 -7.5035 -1.681
O -1.6437 0.0391 1.4608
O -2.1247 -0.4265 2.1532
O 0.6553 2.244 1.1117
O 0.3966 -0.8592 -1.7266
O 1.416 -1.4351 0.3847
O 0.5304 -1.8644 0.6328
O 1.782 0.9535 0.9298
O 0.5882 -1.613 1.1467
O 1.75 -0.4379 2.608
O -1.1653 0.4817 -1.2836
O -0.8601 2.3898 0.712
O -0.7167 -2.4915 -0.4735
O 2.4436 -0.2143 1.5818
O 0.287 -0.2872 -1.036
O -2.5357 -1.0041 -0.778
O -1.6762 1.9497 2.8445
O -0.412 -1.3762 0.721
O 1.1254 -0.9641 -1.4482
O -0.5992 0.2043 -1.4979
O 0.24 -0.0796 0.1685
O 2.1089 0.1523 0.22
O -1.9206 0.295 -1.7405
O -1.6535 -0.0392 0.4022
O -0.5673 1.384 0.5323
O -0.7196 1.5616 1.3191
O -0.7396 1.9776 0.5128
O -0.4417 1.5312 1.0068
O 0.7192 1.3284 1.4199
O -0.8067 -0.0543 1.9302

The program warned: the forces do not sum to zero within the program's tolerance.
